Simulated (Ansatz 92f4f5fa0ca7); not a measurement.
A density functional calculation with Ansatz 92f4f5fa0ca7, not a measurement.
Periodic cell of 200 atoms, Si117O83, from a study of silicon, its oxide and their interface. The atomic structure is a simulated model.

Settings
functional: r2SCAN
potential files: Ansatz norm-conserving
basis: plane waves
wave-function cutoff: 1300 eV
density cutoff ratio: 4
exchange-correlation grid ratio: 1
k mesh: 2 x 2 x 1, shifted by 0.5 0.5 0.5 of a step
self-consistency stop: 5e-08 eV per atom in the density residual
occupations: Fermi-Dirac, 0.05 eV
spin: none
net charge: 0

Cell vectors (angstrom)
a 11.5403 0 0
b 0 11.5403 0
c 3.9177 4.0943 27.4961

Atoms and the computed forces on them: element, x, y, z (angstrom), force x, y, z (eV/angstrom)
Si 1.4282 1.3855 1.4497 0.4444 0.493 -0.4019
Si -0.2393 6.9596 -1.6742 -0.1122 0.1569 0.1663
Si 0.7482 8.6794 0.7284 -0.198 -0.124 -0.7398
Si 4.0493 -1.4069 -0.0481 -0.6664 -0.2294 -0.2724
Si 5.5513 3.0642 1.0541 0.1402 -0.2201 0.3716
Si 6.3583 9.0905 2.0718 0.3772 -0.2041 0.4622
Si 8.7299 0.9662 -0.5993 0.1402 -0.031 -0.1364
Si 9.0501 6.3064 0.4356 -0.2129 0.3725 -0.907
Si 8.3171 8.651 0.6574 0.2345 0.1625 0.0232
Si 2.0644 -0.9058 1.1189 -0.1196 -0.1652 0.2073
Si 1.463 4.9752 1.6602 -0.2702 -0.0829 -0.0464
Si 2.477 7.751 3.6737 -0.1129 0.2199 -0.1096
Si 5.8754 0.9746 0.1929 -0.1991 -0.1451 -0.6337
Si 6.7611 5.755 0.7022 0.1653 -0.1377 0.2207
Si 4.6358 7.9774 0.781 0.3602 -0.2378 -0.5751
Si 10.6375 1.3732 1.8558 -0.3327 0.0305 -0.2304
Si 10.0721 3.2307 3.2049 0.138 0.1095 -0.039
Si 10.2181 10.9815 3.2575 0.162 -0.1786 -0.0957
Si 2.1574 3.1018 3.15 -0.3085 -0.0285 0.0276
Si 2.4593 7.1328 1.4702 -0.2728 0.1446 0.0225
Si 2.4287 10.1731 3.4421 0.1617 -0.2281 0.0815
Si 6.1142 2.312 3.2423 0.0633 0.2812 0.271
Si 6.4022 7.1321 3.4126 0.2343 -0.0977 0.2259
Si 6.2718 11.2229 3.3812 0.0834 -0.3847 0.4233
Si 10.5162 5.2606 2.0221 0.4285 -0.0794 0.1319
Si 10.2758 7.0841 3.4723 -0.0342 0.1877 0.0177
Si 10.2766 8.9675 1.993 -0.1365 0.1906 0.3067
Si 0.4081 3.1805 4.6947 0.181 -0.1172 0.1847
Si 0.5957 7.0734 4.8852 -0.1247 0.1302 0.1598
Si 0.5464 10.8464 4.7311 -0.1131 0.1186 0.1546
Si 4.1648 3.0244 4.4599 -0.1499 -0.0013 0.0689
Si 4.4 6.9785 4.7378 0.0377 0.0449 -0.1103
Si 4.3359 10.8259 4.6959 -0.1318 0.0553 -0.0624
Si 8.0834 3.0853 4.4545 -0.0175 0.0091 -0.1262
Si 8.3056 6.9935 4.7598 0.0259 -0.0819 -0.2019
Si 8.2774 10.9275 4.6457 -0.1039 0.0682 -0.2606
Si 0.5267 1.2739 6.0973 -0.1189 -0.0136 -0.0738
Si 0.555 5.0537 6.1416 -0.1198 -0.0471 -0.1467
Si 0.5053 8.9921 6.2182 -0.0036 -0.0472 -0.1325
Si 4.1479 1.2572 5.9988 0.0632 -0.0199 0.073
Si 4.235 4.9375 5.9405 0.143 -0.0908 -0.0609
Si 4.3598 8.9078 6.0605 0.1901 0.1008 0.109
Si 8.2579 1.3137 5.9758 -0.0074 -0.1724 0.2192
Si 8.1573 4.966 5.9344 0.0109 0.0585 0.1721
Si 8.2884 8.9718 5.9918 -0.0543 0.0738 -0.0156
Si 2.3829 1.2758 7.5808 0.0275 -0.0199 -0.0506
Si 2.4511 5.0106 7.5736 -0.0304 -0.0127 0.0815
Si 2.4714 8.9574 7.5271 0.0069 0.011 -0.0209
Si 6.2093 1.3261 7.1622 -0.0904 0.0419 -0.0002
Si 6.193 4.9697 7.2459 -0.169 0.0282 -0.0003
Si 6.3278 8.9177 7.2461 -0.1053 0.1434 0.1446
Si 10.1243 1.2906 7.4383 0.129 -0.1004 0.0541
Si 10.0808 4.9933 7.3727 0.0992 -0.0893 0.0054
Si 10.1045 8.963 7.4796 0.0159 0.0336 0.1507
Si 2.3512 3.1159 9.1013 0.0986 0.0181 0.2315
Si 2.4871 7.0238 8.9009 -0.0179 -0.1369 0.0146
Si 2.4773 10.8716 8.9229 -0.0299 0.0156 -0.0533
Si 6.2122 3.1139 8.714 0.0098 0.0407 0.0928
Si 6.189 6.9494 8.5015 0.0957 -0.0913 -0.0947
Si 6.2318 10.9222 8.4096 0.2396 -0.0467 -0.1828
Si 10.0845 3.1609 8.9013 0.0125 0.0639 0.0718
Si 10.1057 6.9354 8.6892 -0.0555 0.0177 -0.1289
Si 10.1914 10.9069 8.802 0.0909 0.0462 -0.266
Si 0.295 3.0743 10.5234 -0.0426 0.3316 -0.1408
Si 0.4343 6.9792 10.1205 0.043 -0.1218 -0.1431
Si 0.5342 10.8813 10.2821 -0.0141 -0.1213 -0.1842
Si 4.4483 3.0994 10.3424 0.0656 0.0807 -0.1231
Si 4.5244 7.0565 10.1861 -0.0631 0.0146 -0.0301
Si 5.2297 1.0878 11.4323 -0.2199 -0.2315 0.3294
Si 8.0899 3.1354 10.1949 -0.1153 -0.19 0.0026
Si 8.0841 6.8364 9.823 -0.1705 -0.1752 0.1042
Si 8.1008 10.9587 9.7638 -0.1695 0.0253 -0.2274
Si -0.1041 1.0241 11.8035 0.5257 0.0831 0.4524
Si 0.36 5.2229 11.6934 0.1538 0.1665 0.2915
Si 2.1397 8.8642 13.6938 -0.1925 0.0451 0.1911
Si 4.5633 -0.6721 10.0162 0.0367 0.1001 -0.0044
Si 5.0965 5.1266 11.4365 -0.514 0.0357 0.2421
Si 5.4027 9.0515 11.2659 -0.045 -0.0206 0.5148
Si 7.6496 1.0745 11.3557 0.2585 0.1583 0.165
Si 7.4901 5.131 11.3895 0.6861 0.2601 0.3071
Si 7.6616 8.9027 10.7199 0.2459 0.0511 0.3404
Si 2.843 10.6237 15.8528 -0.0539 0.1547 0.1383
Si 2.1177 4.0669 15.7986 -0.0557 -0.1851 0.072
Si 4.3897 10.6281 13.4816 0.1111 0.134 0.2762
Si 9.3701 -0.0493 12.6388 -0.4674 0.3417 0.6123
Si 9.4533 6.2827 13.5058 -0.0231 0.1496 -0.0354
Si 9.4224 9.1444 12.152 -0.5417 -0.7367 0.2677
Si 12.5204 1.3928 14.7387 0.0723 0.0197 0.1897
Si 14.5001 5.8579 13.4364 -0.0325 -0.1505 0.0188
Si 11.6036 8.8932 11.4128 0.208 -0.0391 0.1952
Si 4.7883 2.6899 19.5235 0.0718 -0.0797 0.1035
Si 10.0138 4.2582 18.74 0.332 0.075 0.1513
Si 8.6614 5.4615 16.3304 -0.0806 0.1056 -0.0558
Si 8.5705 2.7294 17.0009 -0.0102 -0.1891 -0.2454
Si 1.1231 5.2797 18.2638 -0.0784 0.0013 0.0393
Si 8.3548 10.8096 20.3693 0.2251 0.0343 0.1677
Si 3.921 4.2956 18.05 -0.1977 0.2186 -0.1821
Si 7.3617 3.8654 19.4467 0.0512 -0.0063 0.2019
Si 11.2689 7.2181 21.9331 0.017 -0.0107 -0.1575
Si 6.1476 9.2647 24.9697 -0.0663 0.0558 -0.186
Si 6.8535 7.6775 22.6552 0.0535 -0.0508 -0.0679
Si 5.5439 11.5442 19.9775 -0.1031 0.1202 -0.0411
Si 10.5877 10.4725 18.2902 0.035 0.0278 -0.0435
Si 8.4252 10.1317 23.32 0.138 0.0144 -0.0162
Si 11.5321 6.9879 24.6055 0.0843 0.1208 -0.1472
Si 9.7436 0.3589 15.7371 -0.1472 0.0214 0.0726
Si 14.7374 1.0017 21.0613 -0.1595 -0.1703 0.1047
Si 6.2911 6.2524 17.9705 0.001 0.0106 -0.1622
Si 12.1047 2.3488 25.9534 0.0844 -0.4345 0.1487
Si 9.1094 5.8845 23.2184 -0.1872 -0.0304 -0.1846
Si 11.2415 9.628 23.7117 -0.0181 0.0916 -0.067
Si 6.4901 7.7663 27.6053 -0.0591 0.1572 -0.0757
Si 6.3576 8.6857 19.8277 0.0071 -0.2907 -0.0174
Si 12.155 8.069 19.1131 -0.0182 -0.1586 0.0695
Si 1.8467 11.9674 23.7241 -0.1034 -0.1339 0.0165
Si 13.5092 10.6703 18.7462 0.0935 0.062 -0.0793
Si 9.3102 3.7126 25.1784 -0.02 -0.2364 -0.3332
O 4.9846 -0.2808 0.7712 0.2942 0.1987 -0.5474
O 6.5608 4.1669 0.37 -0.8208 -0.3037 -0.0424
O 3.9928 3.5339 0.9502 0.1053 0.0555 -0.444
O 7.466 0.6376 0.3781 -0.0463 -0.0055 0.0259
O 9.9323 1.4708 0.3361 0.1058 -0.1384 0.2997
O 6.5774 5.8299 2.3516 -0.1737 0.4858 -0.215
O 0.8781 1.0727 13.1582 -0.3955 -0.1097 -0.2322
O 14.1786 5.2931 14.9036 -0.0068 -0.0305 -0.1287
O 1.8505 5.3198 12.38 0.0135 -0.0233 0.1036
O 2.9314 10.0867 12.9459 0.0942 0.0032 0.1719
O 0.7177 8.7288 12.9514 0.0668 0.0616 -0.1666
O 4.6903 0.6042 12.9567 0.042 -0.265 -0.3132
O 10.8035 5.6019 12.8743 0.0303 -0.0033 -0.257
O 4.4121 5.3194 12.9476 0.0242 0.0583 -0.2286
O 5.4229 9.497 12.9073 -0.265 0.1728 -0.4666
O 2.0567 0.4354 15.4469 0.0008 -0.1759 -0.1411
O 8.1981 5.4522 12.868 -0.1374 0.0346 -0.2241
O 0.2952 8.2693 -0.8502 0.0106 -0.2957 0.3574
O 1.8665 2.1922 0.0186 0.0499 -0.0942 0.3029
O 13.7293 1.112 22.3089 0.1813 -0.0947 0.0056
O 6.8455 8.3789 26.1405 0.0752 -0.0203 -0.0054
O 6.1491 7.7817 21.1877 0.1591 0.2768 -0.0527
O 5.5347 0.937 -1.3926 0.1435 -0.1926 0.0381
O 7.1677 10.4095 24.3412 -0.0278 -0.3821 0.0005
O 8.6149 11.0253 21.973 -0.152 -0.2298 -0.1858
O 10.9974 8.7906 22.3264 0.0422 -0.1633 0.215
O 9.954 6.3432 -0.9697 0.2069 -0.0011 0.0369
O 2.6035 4.9177 18.8312 0.0545 -0.0608 -0.3417
O 9.9281 6.2677 21.8434 0.0625 0.1026 0.4264
O 5.7747 8.2109 23.7629 0.3359 0.1989 0.1163
O 8.424 3.9022 15.8775 0.1438 0.0918 0.4251
O 12.5059 6.8862 18.0682 -0.0071 -0.1048 0.1692
O 13.0431 2.9128 14.8697 -0.0065 0.0097 0.0372
O 4.8642 5.5625 17.612 0.0489 -0.1184 0.1319
O 4.3117 10.6425 15.1221 -0.2843 -0.0842 -0.3928
O 2.0193 9.3145 15.2754 0.2179 0.1105 -0.4252
O 9.657 11.1342 19.4594 -0.119 -0.16 -0.0486
O 2.9725 10.6113 17.4633 -0.225 -0.0254 -0.0562
O 9.3308 7.8789 13.2404 0.2332 0.0465 0.0257
O 9.454 6.1611 15.124 -0.0684 -0.0943 -0.1768
O 5.3362 9.9538 19.6504 0.2864 0.1874 0.1116
O 9.2244 -0.1251 14.295 0.3114 -0.0162 -0.2444
O 8.5386 1.2789 16.3334 0.2523 0.0919 0.058
O 2.9584 7.4747 13.5453 -0.0919 0.1025 -0.105
O 0.9487 4.6033 16.794 0.3198 0.0123 0.0761
O 0.9393 5.8586 -1.8444 0.0378 0.0136 -0.0364
O 6.1676 3.1836 20.3217 -0.0447 -0.0237 -0.3076
O 12.2153 6.1812 25.8062 0.0278 -0.1645 0.1701
O 9.1656 4.2974 23.661 0.0956 0.1239 0.3245
O 3.3797 3.5327 16.6962 -0.2552 0.4 0.1504
O 11.0991 1.2253 15.5083 -0.0778 -0.1237 -0.131
O 14.0194 0.1272 19.8926 0.1715 0.0175 0.0711
O 11.5036 4.6371 19.237 -0.0307 0.0766 -0.2927
O 7.8659 9.3069 19.9454 -0.2281 0.2223 0.0656
O 5.0293 1.1535 18.9113 0.0461 0.1353 0.5561
O 10.826 8.8862 18.6216 0.2205 0.1913 0.0232
O 7.5122 6.2198 23.0116 0.2537 0.2394 0.0006
O 1.1904 1.4499 24.7753 0.0774 0.0536 -0.0891
O 8.9252 3.9828 19.9555 -0.2544 -0.0252 -0.4455
O 11.9724 7.2606 20.5048 -0.055 0.1019 -0.1029
O 7.2529 6.2224 16.6519 0.0582 -0.1816 0.2592
O 9.9597 10.6789 16.7989 0.103 0.2108 0.1325
O 5.5965 6.7575 0.0763 0.007 0.0744 0.2059
O 13.0368 3.6844 26.1173 -0.2986 0.2705 0.0963
O 8.1662 8.6324 22.7574 -0.1899 0.0922 0.0727
O 12.2101 6.6088 23.1437 -0.5064 0.2826 0.2042
O 7.1364 11.8366 20.0772 -0.1207 -0.2647 0.0098
O -0.6569 7.3641 -3.179 -0.1581 0.0005 0.107
O 15.084 2.523 20.5912 0.3055 -0.3081 -0.2502
O 6.1386 7.7681 18.5154 0.0382 -0.0458 0.1461
O 7.3533 2.9887 18.0563 0.1889 0.1358 0.1328
O 12.0392 11.2083 18.2948 -0.063 -0.2966 0.0392
O 9.8138 10.2779 24.1469 -0.012 -0.1991 -0.159
O 16.1927 11.8125 21.3417 -0.097 0.156 -0.3787
O 8.0289 2.8819 25.7827 0.4319 0.4052 0.4885
O 10.6107 2.7521 25.4092 0.0009 0.2299 0.1015
O 9.9811 2.8977 17.8261 -0.3783 0.2791 0.0351
O 9.5159 5.4639 17.7328 -0.1094 -0.2696 -0.0489
O 13.3597 9.1444 19.2983 -0.2305 0.0754 -0.1354
O 6.9343 5.4037 19.1857 0.0087 -0.1705 -0.0806
O 11.7439 8.5873 24.8657 -0.1353 -0.1521 -0.21
O 9.9179 6.7717 24.3544 0.1394 -0.1035 -0.1271
O 0.8056 10.7583 23.4658 0.1169 0.1227 0.1049

Results
free energy: -52300.470 eV
free energy less fixed offsets of O -463.61, Si -117.95 eV per atom: -20.690 eV
pressure: -1.72 GPa
stress xx, yy, zz, yz, xz, xy (GPa, positive in tension): 1.83, 2.05, 1.29, -0.07, -0.09, -0.27
